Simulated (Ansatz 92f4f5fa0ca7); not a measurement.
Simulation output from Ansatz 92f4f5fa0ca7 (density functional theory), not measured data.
Periodic cell of 180 atoms, Si99O81, from a study of silicon, its oxide and their interface. The atomic structure is a simulated model.

Settings
functional: PBE
potential files: Ansatz PAW
basis: plane waves
wave-function cutoff: 700 eV
density cutoff ratio: 5
exchange-correlation grid ratio: 2
k mesh: 2 x 2 x 1, shifted by 0.5 0.5 0.5 of a step
self-consistency stop: 5e-08 eV per atom in the density residual
occupations: Fermi-Dirac, 0.05 eV
spin: none
net charge: 0

Cell vectors (angstrom)
a, 11.5983, 0, 0
b, 0, 11.5983, 0
c, -2.4799, 4.1138, 22.7259

Atoms and the computed forces on them: element, x, y, z (angstrom), force x, y, z (eV/angstrom)
Si, -0.0052, 5.1152, -0.7579, -0.0876, -0.19, 0.002
Si, 0.0733, 8.2229, -0.716, -0.1653, -0.6812, 0.0826
Si, 0.2429, 13.9767, -1.9114, 0.1812, 0.0975, -0.1796
Si, 1.9719, 4.6667, 0.4989, -0.2068, 0.3425, 0.2531
Si, 4.1425, 6.74, -0.1649, -0.095, -0.2705, -0.3462
Si, 2.5996, 12.1405, -1.7336, -0.2653, 0.2003, -0.1087
Si, 6.197, 2.7673, 1.3529, -0.2933, 0.0838, -0.2354
Si, 8.1866, 6.85, 0.1148, -0.3668, -0.2381, -0.2718
Si, 8.3597, 12.5121, -0.7947, -0.1368, -0.084, -0.0219
Si, 5.3884, 0.8548, -0.8507, -0.1644, -0.0264, 0.0424
Si, 1.6364, 8.0004, 1.1177, 0.2591, -0.2006, -0.1451
Si, 1.3883, 13.2073, 0.7108, -0.1001, 0.1783, -0.0797
Si, 8.5156, 2.7705, 0.7203, 0.154, 0.0968, 0.1935
Si, 6.0243, 6.8218, 1.2121, 0.3433, 0.1257, 0.3129
Si, 6.2414, 10.7864, 1.4661, -0.3019, -0.1756, -0.1269
Si, 9.4938, 4.9342, 0.5039, 0.2801, 0.0555, 0.1258
Si, 9.584, 8.7189, 0.5721, -0.0975, 0.2045, -0.0171
Si, 8.5756, 10.8817, 0.9463, 0.0296, -0.0789, 0.1322
Si, 1.7183, 5.7908, 2.47, 0.0397, 0.0499, -0.0422
Si, 1.7135, 9.6032, 2.8062, -0.0651, 0.1172, 0.1033
Si, 1.5402, 12.0932, 2.8177, -0.0194, -0.1443, 0.3072
Si, 5.7145, 4.8385, 2.4205, 0.2101, 0.0232, 0.2747
Si, 5.7643, 8.769, 2.5902, 0.0204, 0.1245, 0.2189
Si, 5.825, 12.6172, 2.9048, 0.0875, -0.1436, 0.4847
Si, 9.5801, 5.6211, 2.7587, -0.2491, 0.0372, 0.5053
Si, 9.6129, 8.1167, 2.8691, 0.0022, -0.1224, 0.0563
Si, 9.3393, 12.3243, 2.8028, -0.0139, 0.1592, -0.2739
Si, -0.0375, 5.0205, 3.8501, 0.0638, 0.0685, 0.1772
Si, -0.135, 8.9321, 4.1545, -0.2812, -0.1899, -0.0265
Si, -0.3827, 12.4588, 4.2301, 0.2626, -0.0033, 0.3052
Si, 3.7015, 5.096, 3.6588, -0.0514, 0.0868, -0.0051
Si, 3.741, 8.9, 3.8685, 0.1693, -0.0759, -0.2597
Si, 3.6419, 12.7376, 3.8896, 0.007, 0.072, -0.1419
Si, 7.5411, 4.9249, 3.9623, 0.0635, -0.0717, -0.2489
Si, 7.643, 8.7504, 4.1381, -0.0368, -0.0588, -0.1488
Si, 7.6787, 12.5288, 4.4545, -0.2489, 0.2251, 0.1173
Si, -0.1846, 3.0436, 5.302, 0.0602, 0.1197, -0.1706
Si, -0.1012, 6.8834, 5.2749, 0.3123, -0.145, 0.2582
Si, -0.3208, 10.6389, 5.8348, 0.0829, -0.0536, -0.1368
Si, 3.6622, 3.2141, 5.1282, 0.0198, 0.0761, 0.1372
Si, 3.7655, 6.8846, 5.1541, -0.1565, 0.032, 0.2283
Si, 3.7424, 10.8019, 5.1945, -0.2304, -0.056, 0.0483
Si, 7.642, 3.0933, 5.5221, 0.0161, 0.1566, -0.1513
Si, 7.4417, 6.7863, 5.4147, -0.1115, -0.1795, 0.0473
Si, 7.7697, 10.5329, 5.8088, 0.0233, -0.237, -0.1536
Si, 1.8054, 3.0392, 6.5862, 0.1097, -0.0862, -0.0869
Si, 1.8508, 6.9691, 6.5564, 0.0909, -0.1679, -0.0884
Si, 1.8747, 10.7316, 6.723, 0.2034, 0.0025, 0.0347
Si, 5.5751, 3.2105, 6.7226, -0.0479, 0.063, -0.2533
Si, 5.4829, 6.7776, 6.8007, 0.0926, 0.32, -0.1139
Si, 5.569, 10.6695, 6.5981, -0.1924, 0.1048, 0.2658
Si, 9.5824, 3.875, 6.683, -0.0796, -0.1362, -0.0042
Si, 9.5237, 6.2565, 6.4215, -0.2152, 0.5038, -0.2683
Si, 9.6077, 10.064, 7.5513, 0.0104, -0.1038, -0.4922
Si, 1.6464, 5.0536, 7.8379, -0.1278, 0.0421, -0.1233
Si, 1.7683, 8.6584, 10.3436, 0.2577, -0.1235, -0.1544
Si, 2.6131, 12.6878, 7.834, -0.0816, 0.0524, -0.2197
Si, 5.6093, 5.018, 8.4453, -0.0343, 0.055, -0.085
Si, 4.7347, 8.8045, 7.7824, 0.2576, -0.1386, 0.3126
Si, 5.0006, 12.6987, 7.6465, 0.273, -0.1696, 0.1664
Si, 11.3864, 5.8114, 9.2153, 0.5623, 0.2531, 0.0092
Si, 9.7149, 7.5481, 8.3517, -0.1147, -0.5369, 0.0742
Si, 9.5955, 11.36, 9.6329, -0.3653, 0.0618, 0.1228
Si, 3.3847, 4.7406, 9.3867, -0.3375, -0.1983, 0.3712
Si, 2.3414, 8.7965, 7.9719, -0.1156, -0.0603, -0.046
Si, 2.0133, 13.547, 9.9088, 0.6942, 0.1847, -0.098
Si, 7.8303, 5.6435, 9.7608, -0.3349, 0.1436, 0.16
Si, 3.0453, 7.1377, 14.7657, 0.0805, 0.0338, 0.0828
Si, 6.4486, 11.9442, 10.3929, -0.3068, 0.3033, -0.1652
Si, 9.5832, 4.2369, 9.0426, 0.0729, -0.0408, -0.0648
Si, 13.0647, 6.41, 10.9022, -0.1606, -0.1818, -0.1103
Si, 10.6535, 13.3979, 10.3412, 0.1057, 0.6394, -0.2139
Si, 9.6965, 14.0781, 20.2831, 0.0122, 0.7873, -0.5998
Si, 7.2006, 5.1174, 12.9003, -0.2809, -0.1503, 0.2798
Si, 12.5809, 10.7475, 17.0062, -0.0425, -0.1269, -0.0572
Si, 12.7369, 7.9058, 16.7452, -0.0188, 0.0447, 0.0469
Si, 7.9289, 5.4536, 15.9291, -0.0268, 0.1507, 0.0386
Si, 5.0215, 6.3388, 17.017, 0.0091, -0.071, -0.0206
Si, 7.3944, 4.474, 20.2626, -0.0213, 0.0648, -0.2921
Si, 4.8155, 9.3414, 10.7972, 0.1204, -0.2771, -0.3339
Si, 12.6492, 5.2249, 13.7957, 0.1098, 0.0135, 0.3104
Si, 5.5085, 11.5172, 19.8271, -0.1077, -0.0995, 0.0162
Si, 9.4625, 3.1229, 17.0963, 0.0395, -0.0643, -0.1348
Si, 6.2349, 9.7907, 14.72, -0.0351, 0.0959, 0.0973
Si, 7.1736, 11.3267, 17.4465, -0.0276, -0.0769, -0.2235
Si, 8.7737, -0.5446, 13.4655, -0.1937, 0.0139, 0.3956
Si, 10.8502, 10.3609, 11.3716, -0.0201, -0.6901, 0.3346
Si, 2.7406, 10.7594, 19.6177, 0.0491, -0.1656, -0.2491
Si, 2.2276, 2.5366, 14.4463, 0.3472, 0.0929, 0.1961
Si, 4.9041, 1.7891, 14.9126, 0.1245, -0.022, -0.1129
Si, 5.3546, 7.481, 13.1536, 0.0232, 0.0164, 0.2352
Si, 10.7746, 5.6058, 16.2117, 0.0775, 0.1557, 0.0364
Si, 3.7936, 10.738, 15.9154, 0.0606, -0.0024, -0.0209
Si, 7.149, 13.4772, 12.8966, -0.061, -0.0273, 0.2212
Si, 3.9604, 3.4757, 16.8124, 0.0085, 0.1469, -0.2203
Si, 3.7155, 8.5108, 18.2246, -0.0104, -0.0243, -0.1858
Si, 5.9655, 13.9316, 18.5863, -0.0808, -0.0576, -0.2214
Si, 9.8431, 11.8858, 16.2596, 0.0026, -0.0099, 0.038
Si, 12.4199, 12.6127, 12.4879, 0.1395, -0.1332, 0.3965
O, 3.0876, 7.9178, 0.2622, -0.1853, 0.0807, 0.3647
O, 1.7213, 13.396, -2.3786, -0.0255, -0.0459, 0.0721
O, 6.8619, 0.8624, -1.5759, 0.0476, 0.0267, 0.2121
O, 5.2549, 2.2532, 0.0293, 0.1969, -0.1314, 0.1048
O, 11.1841, 14.8102, 20.4362, -0.1953, -0.277, -0.0054
O, 5.2787, -0.4935, 0.1043, 0.3668, 0.1758, 0.08
O, 2.3513, 12.1696, -0.1101, 0.1158, -0.1737, -0.1757
O, 0.0847, 13.5501, -0.3046, -0.0388, -0.2412, 0.2039
O, 9.4549, 2.2198, 2.0258, -0.2959, 0.0291, -0.3791
O, 5.4413, 10.8195, 11.0024, 0.061, 0.0881, 0.0399
O, 11.8082, 9.1717, 10.7363, 0.4794, 0.1043, -0.0123
O, 5.3048, 8.8062, 9.3407, -0.1364, 0.0045, 0.0942
O, 11.1258, 13.479, 11.941, -0.2677, -0.0839, -0.3561
O, 12.0255, 13.8908, 9.5264, -0.2831, -0.0962, 0.3314
O, 11.8843, 9.2638, 16.9797, 0.0656, 0.0422, -0.0067
O, 0.0583, 4.0042, -2.0062, 0, -0.0631, -0.1236
O, 11.3834, 11.7899, 16.7561, -0.0358, 0.0447, 0.0053
O, -0.9091, 13.3371, -2.8955, -0.0003, -0.1322, 0.1558
O, 3.3526, 5.2743, -0.2057, 0.1413, 0.0533, 0.0258
O, 13.9695, 5.6781, 14.6516, -0.0947, -0.0259, -0.0957
O, 4.5902, 7.0585, -1.6937, -0.0215, 0.0922, -0.1105
O, 2.1651, 10.8869, 15.8706, 0.0261, 0.002, 0.0261
O, 4.0774, 5.0302, 17.2697, -0.0061, -0.0242, 0.029
O, 4.1959, 0.756, -1.9845, 0.1867, 0.0242, 0.1621
O, -0.0382, 6.6588, -1.3825, 0.0184, 0.4637, 0.0415
O, 2.3436, 7.7315, 17.8147, 0.0026, 0.0119, 0.0368
O, 3.0564, 14.8255, 10.0259, -0.1099, -0.1219, -0.1072
O, 6.6996, 12.9293, 17.4602, -0.0223, 0.1537, 0.1392
O, 11.2788, 5.4049, 14.664, 0.0531, -0.0276, -0.1609
O, 4.408, 2.6313, 18.1384, 0.1309, -0.021, 0.1037
O, 6.4576, 13.14, 11.4868, 0.1009, -0.0443, -0.1147
O, 7.9524, 11.4046, 10.0414, 0.4151, -0.0616, 0.0546
O, 2.0454, 12.8466, 11.4032, -0.1657, 0.0173, -0.0007
O, 13.0475, 3.6708, 13.571, -0.0842, -0.0792, -0.1796
O, 8.3262, 7.1848, 9.3018, 0.1487, -0.0991, 0.1295
O, 9.6173, -0.5201, 14.8653, -0.0196, -0.0043, -0.138
O, 5.5869, 8.3171, 11.7961, -0.0325, 0.0595, -0.0648
O, 11.8123, 6.6053, 16.9463, -0.0508, -0.1212, -0.0214
O, 4.9197, 7.3931, 18.2821, -0.0554, -0.0133, 0.0147
O, 7.8085, 5.5738, 11.449, 0.127, 0.0986, -0.5659
O, 11.9512, 11.0638, 12.3855, -0.0651, 0.0406, -0.1863
O, 9.496, 14.5058, 10.0569, -0.0989, 0.6078, 0.0212
O, 12.4726, 6.0354, 12.4023, 0.1577, -0.0504, 0.1021
O, 3.7268, 7.5875, 13.3726, -0.004, -0.0283, -0.0466
O, 7.1978, 15.0907, 12.9605, 0.0538, 0.1343, -0.0895
O, 8.1529, 3.9486, 16.5419, 0.0447, -0.0279, 0.1061
O, 5.7766, 12.6476, 9.1014, 0.0999, 0.065, 0.2108
O, 6.5698, 6.05, 16.6167, 0.0875, -0.081, -0.0246
O, 8.807, 11.2969, 17.3904, -0.0202, 0.019, 0.0618
O, 2.5392, 3.0105, 16.0395, -0.0419, -0.0572, -0.077
O, 4.6147, 10.1618, 14.599, 0.0355, 0.0341, 0.0192
O, 9.2899, 6.2956, 16.3145, -0.005, -0.1057, -0.0242
O, 4.2867, 7.1135, 15.7988, -0.0555, 0.0132, -0.1004
O, 7.2764, 10.4286, 13.6481, 0.1386, 0.028, -0.1221
O, 8.5508, 1.0292, 13.0052, 0.0993, -0.0697, -0.1628
O, 5.7501, 5.8973, 13.0157, 0.0783, -0.0047, -0.0991
O, 6.533, 10.7065, 18.8223, -0.0046, 0.049, 0.141
O, 7.9519, 5.5256, 14.2944, 0.006, -0.0255, -0.1361
O, 6.6961, 10.3567, 16.1975, -0.0164, 0.0314, 0.0612
O, 4.0097, 11.6861, 19.2077, -0.0034, 0.09, 0.0117
O, 2.14, 14.6639, 0.859, 0.1748, -0.1389, -0.0945
O, 3.3573, 9.2205, 19.6487, -0.0606, 0.0799, 0.058
O, 3.1706, 9.376, 10.9542, -0.2996, 0.0272, 0.0513
O, 6.0249, 13.0702, 19.9876, 0.0387, -0.0516, 0.0226
O, 9.3937, 2.5059, 18.6224, 0.1073, -0.1571, 0.5822
O, 1.83, 8.1043, 15.26, 0.0034, -0.0921, -0.0326
O, 7.8312, 6.6387, -1.4984, 0.1592, 0.2072, -0.2131
O, 1.5989, 10.987, 18.4847, 0.0266, 0.0302, 0.1795
O, 5.1551, 3.1986, 15.7097, -0.1185, -0.0291, 0.0694
O, 9.5854, 13.4769, 16.0535, -0.015, 0.0292, 0.0002
O, 4.0911, 9.7105, 17.157, -0.0103, 0.0102, 0.0656
O, 6.2626, 8.1878, 14.3506, -0.0349, -0.0118, -0.0784
O, 2.9904, 5.7496, 10.664, -0.1959, 0.1333, -0.0573
O, 8.5579, 3.5068, 20.9138, -0.0075, -0.2851, 0.0055
O, 6.2562, 1.3553, 14.1669, 0.0321, -0.009, -0.1361
O, 4.3994, 12.2623, 16.0022, -0.0482, -0.0665, 0.0409
O, 1.2437, 1.2695, 14.0653, -0.129, -0.0151, -0.4072
O, 9.5681, -1.5042, 12.3972, 0.0151, 0.0226, 0.1217
O, 3.6978, 2.0961, 13.8485, -0.2081, 0.1155, 0.0114
O, 6.6909, 15.359, 18.9401, 0.1561, 0.0922, 0.1762
O, 10.7465, 15.7423, 16.9591, -0.066, 0.0528, 0.0546

Results
free energy: -109004.391 eV
free energy less fixed offsets of O -569.03, Si -635.61 eV per atom: 12.429 eV
pressure: -0.67 GPa
stress xx, yy, zz, yz, xz, xy (GPa, positive in tension): 1.37, 0.35, 0.29, 0, -0.19, -0.12

The program warned: the cutoff lies below the one the program advises for these potential files.
